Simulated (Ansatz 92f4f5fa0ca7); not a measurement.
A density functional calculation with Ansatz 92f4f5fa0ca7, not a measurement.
Periodic cell of 214 atoms, Si132O78H4, from a study of silicon, its oxide and their interface. The atomic structure is a simulated model.
Doubt: the cutoff is far below the 930 eV that the study's wrapper takes by default for these files, so forces and energies are approximate.
This geometry differs little from another in the collection (a relaxation step or a small displacement).

Settings: functional PBE; potential files Ansatz PAW; basis plane waves; wave-function cutoff 580 eV; density cutoff ratio 5; exchange-correlation grid ratio 1; k mesh 1 x 1 x 1, Gamma-centred; self-consistency stop 5e-08 eV per atom in the density residual; occupations fixed; spin none; net charge 0.

Cell vectors (angstrom)
a	10.938	0	0
b	0	10.938	0
c	0	0	31.231

Atoms and the computed forces on them: element, x, y, z (angstrom), force x, y, z (eV/angstrom)
Si	10.42	0.5484	23.7604	-0.0067	-0.0036	-0.0055
Si	6.1017	10.3456	23.8726	0.0093	-0.0116	0.0119
Si	2.2542	3.1206	23.7706	0.0134	-0.0072	-0.0013
Si	8.6203	2.3715	23.8077	0.0058	0.0115	-0.0003
Si	0.6385	4.9801	23.8523	0.0194	-0.0033	0.0085
Si	4.9801	5.9475	23.8726	0.0091	-0.017	0.0013
Si	3.2664	7.6443	23.9025	-0.0048	0.0118	0.001
Si	7.7781	8.5434	23.8355	0.0093	-0.0181	-0.0063
Si	1.2752	1.4137	25.0696	-0.0077	0.0196	0.0673
Si	6.9355	1.2832	25.0683	0.0174	-0.0185	0.0419
Si	4.0486	4.0952	25.017	-0.0279	0.034	0.0428
Si	9.6887	4.0755	25.0367	0.0205	-0.0173	0.0526
Si	1.4973	6.7335	25.1613	0.0341	-0.0168	0.0441
Si	6.7762	6.8568	25.1214	-0.0257	0.0152	0.044
Si	4.2032	9.4959	25.035	0.0254	-0.0458	0.04
Si	9.5507	9.616	24.9936	-0.0146	0.0037	0.0447
Si	2.7444	-0.0202	26.3063	-0.0097	-0.0161	-0.1468
Si	8.2579	-0.0221	26.5248	0.0238	0.0201	0.1317
Si	0.016	2.7529	26.5503	-0.0038	0.0201	0.1402
Si	5.4841	2.7043	26.3212	0.0099	-0.0155	-0.1356
Si	2.7817	5.3907	26.58	-0.0047	-0.0197	0.1791
Si	8.2342	5.4475	26.3459	0.0096	-0.0099	-0.1164
Si	0.0272	8.2016	26.3264	0.0307	0.0139	-0.1307
Si	5.4879	8.2119	26.5632	0.0147	0.0382	0.1752
Si	4.0977	1.3547	27.7091	0.0064	0.0258	0.1487
Si	9.595	1.3608	27.8947	-0.014	0.0105	-0.2548
Si	1.3759	4.0837	27.9406	0.0195	0.0376	-0.3525
Si	6.853	4.0746	27.721	-0.0106	0.0436	0.1316
Si	4.1323	6.8124	27.908	-0.0288	0.0346	-0.2569
Si	9.58	6.8486	27.7213	-0.0193	-0.0135	0.1295
Si	1.3872	9.564	27.7221	-0.0236	-0.0061	0.1348
Si	6.8634	9.5861	27.9017	-0.0411	-0.0495	-0.2744
Si	0.0378	-0.0244	29.1776	0.0222	-0.0634	0.0189
Si	5.4497	0.0253	29.1744	-0.0208	0	0.0024
Si	2.7647	2.6935	29.1892	0.0603	-0.0213	0.0342
Si	8.1885	2.7386	29.1804	0.0347	0.0087	-0.0077
Si	-0.0208	5.4979	29.1823	-0.035	0.0092	0.0077
Si	5.5151	5.4336	29.1839	0.0278	-0.0741	0.0133
Si	2.7208	8.2094	29.1772	0.0269	0.0128	-0.0147
Si	8.2309	8.1812	29.1804	0.0231	-0.0285	0.0334
Si	1.3673	1.3673	30.5472	0.1527	-0.2642	0.0297
Si	6.8362	1.3673	30.5472	-0.1677	0.1008	0.0709
Si	4.1018	4.1018	30.5472	0.2085	-0.1785	-0.0793
Si	9.5708	4.1018	30.5472	-0.1375	0.1454	0.0006
Si	1.3673	6.8362	30.5472	-0.1419	0.1309	0.0857
Si	6.8362	6.8362	30.5472	0.2373	-0.1361	-0.0345
Si	4.1018	9.5708	30.5472	-0.0987	0.0927	-0.0242
Si	9.5708	9.5708	30.5472	0.2302	-0.112	-0.0816
Si	2.7345	0	0.6835	-0.2023	0.1969	0.1151
Si	8.2035	0	0.6835	0.0356	-0.1589	-0.0938
Si	0	2.7345	0.6835	0.078	-0.1475	-0.1028
Si	5.469	2.7345	0.6835	-0.1479	0.2057	0.1808
Si	2.7345	5.469	0.6835	0.1222	-0.1444	-0.1435
Si	8.2035	5.469	0.6835	-0.1598	0.1711	0.1382
Si	0	8.2035	0.6835	-0.146	0.1927	0.1457
Si	5.469	8.2035	0.6835	0.1196	-0.1303	-0.1439
Si	4.0696	1.3978	2.0613	-0.0578	0.0647	-0.0378
Si	9.5641	1.3625	2.0423	0.0001	0.0376	0.0233
Si	1.3938	4.0734	2.0367	0.0356	-0.0193	0.0054
Si	6.8049	4.1381	2.0643	-0.0727	0.0504	-0.0235
Si	4.127	6.8105	2.0366	0.0305	-0.0179	0.0159
Si	9.5425	6.8632	2.0599	-0.0548	0.0387	-0.0459
Si	1.35	9.5928	2.0579	-0.0468	0.0333	-0.0436
Si	6.8399	9.5566	2.0465	0.0087	0.0107	0.0149
Si	-0.028	0.0258	3.4728	0.0474	-0.0638	-0.0911
Si	5.4424	0.0001	3.338	0.0211	0.0324	0.2394
Si	2.7292	2.7667	3.5243	0.0142	-0.0819	-0.1405
Si	8.1704	2.741	3.3523	0.0318	0.0247	0.1962
Si	0.0118	5.4595	3.3028	-0.0703	0.0466	0.3337
Si	5.4427	5.4897	3.5269	0.0613	-0.0557	-0.1511
Si	2.7609	8.1981	3.3184	-0.1132	0.0267	0.291
Si	8.1527	8.2051	3.5034	0.1109	-0.0071	-0.1215
Si	1.3196	1.4014	4.8729	-0.0228	0.0014	0.0996
Si	6.7621	1.391	4.7059	-0.0186	-0.0447	-0.1387
Si	4.0776	4.143	4.9472	-0.0148	0.0403	0.1474
Si	9.5672	4.1222	4.673	0.029	-0.0128	-0.1732
Si	1.3925	6.8167	4.6523	0.0329	-0.0185	-0.1637
Si	6.7766	6.8756	4.9346	-0.0369	-0.0057	0.1352
Si	4.0916	9.5697	4.7099	0.0211	-0.025	-0.1172
Si	9.5179	9.6067	4.847	-0.0171	0.0032	0.0841
Si	2.7004	-0.0645	6.1133	0.0048	0.0006	-0.0458
Si	8.1095	0.1003	6.1484	-0.014	0.0324	-0.0214
Si	-0.0731	2.8285	6.1807	-0.0436	0.0282	-0.0258
Si	5.4489	2.6807	6.2379	0.0211	-0.0202	-0.0229
Si	2.6756	5.591	6.2526	-0.0313	0.0277	-0.0498
Si	8.2077	5.4032	6.1293	0.0098	-0.0293	-0.0391
Si	0.0121	8.1338	6.0165	0.001	-0.0095	-0.0693
Si	5.3882	8.3261	6.2855	-0.012	0.0306	-0.0328
Si	4.4429	0.8414	7.3984	-0.0066	0.0097	-0.0012
Si	9.0361	1.9012	7.3561	0.011	-0.0041	0.0003
Si	0.8119	4.6663	7.3924	0.0043	0.0004	-0.0065
Si	7.317	3.5949	7.3743	-0.005	0.0031	-0.0038
Si	3.5347	7.4544	7.5037	-0.0027	-0.0025	0.0017
Si	10.0416	6.3481	7.2482	0.0006	-0.0038	-0.0121
Si	1.68	9.1184	7.332	-0.0057	-0.0047	0.0011
Si	6.2824	10.2501	7.4199	0.0126	0.0015	-0.0024
H	7.0052	3.9802	8.7873	-0.0033	0.0097	-0.0031
H	9.3764	1.5135	8.7613	-0.0032	-0.0013	-0.0049
O	3.956	0.8227	8.9998	-0.0131	0.0002	-0.0014
O	6.5872	10.3862	9.0706	0.0034	-0.0045	0.0138
O	0.8423	9.6526	8.6832	-0.0072	-0.0026	-0.0091
O	3.9756	7.1046	9.072	-0.0021	-0.0002	0.0096
O	9.7996	6.7231	8.8408	-0.0057	0.0147	-0.0051
O	1.0011	4.5178	9.0414	0.0005	-0.0103	0.02
H	2.8151	7.9396	22.5099	-0.0033	-0.0023	0.0096
H	5.363	5.6281	22.4569	0.0047	-0.0051	0.0081
O	7.9688	3.1558	22.4335	0.0011	-0.0039	-0.0049
O	0.1333	11.0613	22.2889	0.0022	0.0023	-0.0012
O	0.495	5.6736	22.3343	-0.0033	0.0014	-0.0005
O	2.567	2.5162	22.2322	0.0035	0.0021	-0.0075
O	5.8982	-0.1365	22.3011	-0.0051	0.005	-0.0014
O	8.1429	7.8927	22.3319	0.0013	-0.0012	-0.0118
Si	10.9872	9.2188	13.9863	-0.0001	-0.0008	-0.0015
Si	5.8941	8.1375	16.4119	0.0003	-0.0001	-0.0008
Si	9.165	0.9551	19.1536	0.0012	0.0003	-0.0035
Si	3.2405	7.1197	17.5687	0.0001	0.0007	0.0009
Si	2.2791	4.5838	18.9994	-0.0003	0	0.0028
Si	0.7163	2.4341	14.5681	0.0004	-0.0008	-0.0027
Si	7.1671	5.7727	11.6113	-0.001	0.0001	-0.0043
Si	8.635	3.1574	20.9401	0.004	0.0007	-0.0031
Si	5.5063	3.3529	12.026	-0.0007	-0.0007	-0.0031
Si	1.253	3.6907	10.4103	-0.0017	0.0044	-0.0079
Si	2.4603	0.7666	18.2973	0.0009	-0.0004	0.0012
Si	2.9641	9.3979	19.7235	0.0013	0.0008	-0.0005
Si	5.969	3.5736	16.1492	0.0005	-0.0001	0.0001
Si	3.1217	2.2967	20.7213	0.0001	0.0025	0.0015
Si	7.2859	5.9678	14.6446	0.0004	0.0001	-0.0022
Si	6.1719	1.2325	14.3098	0.0009	-0.0001	-0.0025
Si	9.9767	4.8027	15.65	0.0002	-0.0003	0.0004
Si	8.3589	3.6475	18.0788	0.0001	0.0008	-0.0004
Si	10.7294	1.5113	11.7298	-0.0001	0.0032	-0.0029
Si	4.0049	10.0027	14.6693	0.0006	-0.0001	-0.002
Si	3.6057	1.5573	10.4024	-0.0045	0.0061	-0.0007
Si	6.8131	9.391	10.3333	-0.0025	0.0067	-0.0074
Si	5.1377	-0.1624	20.8807	-0.0028	0.0004	-0.0059
Si	0.5522	9.6141	10.2732	-0.0047	0.0058	0.0056
Si	2.4729	10.0845	12.2281	-0.0001	0.0014	-0.0017
Si	8.9137	7.89	20.8913	0.0001	0.0005	0.0018
Si	7.2739	9.5711	18.877	-0.001	-0.0003	0.001
Si	8.4386	10.698	12.831	-0.001	-0.0004	-0.0035
Si	3.0564	5.4038	12.403	-0.0008	-0.0022	-0.0029
Si	10.7547	5.288	20.907	0.003	0.0059	-0.0023
Si	9.188	7.4491	10.1333	-0.0061	0.0051	0.0041
Si	1.4774	6.6338	14.9113	0.001	-0.001	-0.0012
Si	4.721	7.2308	10.5109	0.0018	0.0001	0.002
Si	2.8971	3.0977	16.5168	0	-0.0006	0.0001
Si	1.1616	10.676	16.0468	0.0005	-0.0004	0.0001
Si	0.1091	10.3104	20.8478	0.0048	-0.0037	-0.0064
O	7.8507	8.2834	9.7397	-0.0019	0.0023	0.0072
O	10.0541	9.0365	20.9262	-0.001	0.0042	0.0023
O	8.0865	4.0462	19.661	0.0003	-0.0008	0.0038
O	4.8181	7.2525	17.2305	0.0007	0.0002	-0.001
O	11.0159	9.5508	15.595	0.0008	-0.0006	-0.0003
O	9.363	4.5821	17.1646	-0.0002	-0.0002	-0.0003
O	3.1891	1.6111	17.1168	0.0004	-0.0003	-0.0016
O	4.1145	9.4644	20.8912	0.0027	0.001	-0.0007
O	0.7477	1.9946	12.9949	0.0009	-0.0005	0.0032
O	8.4825	1.5831	20.5104	0.0034	0.0014	0.0034
O	3.2766	3.7831	20.0375	0.0003	-0.0014	-0.0008
O	0.942	5.181	19.7222	0.0004	0.0022	0.0011
O	3.1405	0.5127	11.5941	-0.0023	0.001	0.0033
O	2.3715	7.2357	16.1698	-0.0001	0.0002	-0.0005
O	6.0217	2.304	13.1265	0.0011	-0.0018	0.0002
O	8.4687	10.5969	18.4921	0	0.0019	0
O	6.6607	9.0897	17.4626	0.0012	-0.0006	-0.0017
O	5.0736	8.9889	15.31	-0.0002	-0.0003	-0.0008
O	6.2234	10.4871	19.7121	-0.0006	-0.0001	0.0005
O	3.6551	6.7343	11.6497	0.0026	0.0012	0.0005
O	0.6292	7.6859	13.9537	0.001	-0.0009	0.0004
O	10.3164	8.5284	10.6827	0.0015	0.0012	0.003
O	10.384	3.4072	14.8942	0.0002	0.0002	0
O	4.7431	0.4832	14.4454	0.0007	-0.0005	-0.0002
O	1.9625	9.1492	10.9912	-0.0003	0.0011	-0.0042
O	9.4857	9.5389	13.3884	0.0009	-0.0015	0.0026
O	2.6692	10.2376	15.571	0.0003	-0.0003	-0.0017
O	4.4565	1.3427	20.7492	0.0004	-0.0016	-0.0079
O	6.0347	6.2641	10.5438	-0.0045	0.0002	0.0013
O	2.0717	1.582	19.6641	0.0002	-0.0002	0.0006
O	3.5305	10.5635	18.7143	-0.0007	-0.0009	-0.0026
O	4.919	2.446	10.8022	-0.0012	-0.0014	-0.0006
O	0.5388	1.1048	15.4527	0.0001	-0.0004	-0.0009
O	2.374	2.561	10.1096	0.0027	0.0001	0.005
O	4.3016	4.3367	12.5649	0.0014	-0.0013	0.0011
O	6.373	4.679	15.028	0.0002	0.0001	0.0001
O	2.7341	8.143	18.7373	0.001	-0.0015	-0.002
O	8.8621	5.5712	14.7425	0.0006	-0.0004	0.0001
O	5.3561	8.7359	10.755	-0.0036	-0.0018	0.0009
O	6.8898	4.1584	11.6348	0.0002	-0.0009	-0.0009
O	6.9297	6.3974	13.1103	0.0024	-0.0005	0.0012
O	0.2254	0.2187	10.7825	0.0004	-0.0031	0.0016
O	6.8414	3.7797	17.5015	0.0004	-0.0003	-0.0005
O	1.1884	-0.0363	17.6548	0.0004	-0.0007	-0.0022
O	10.1538	3.7671	21.102	0.0021	-0.0048	-0.0014
O	6.3906	2.0669	15.6872	0.0004	0.0004	-0.0005
O	9.2577	1.0914	12.3135	-0.0002	-0.0015	0.0013
O	7.8299	8.2723	19.7164	0.0007	-0.0005	0.001
O	1.8795	3.7401	17.6402	0.0004	-0.0005	-0.0016
O	1.8146	4.722	11.5622	0.0019	0.0004	0.0025
O	4.3643	3.7866	16.3787	0.0004	-0.0003	-0.0004
O	2.1492	3.0946	15.0556	0.0005	-0.0005	-0.0004
O	1.5762	9.7251	20.4848	-0.0038	-0.0003	-0.0046
O	7.5016	10.1219	11.6194	0.0015	-0.0017	0.0043
O	10.5982	0.4338	19.7012	0.0002	-0.0002	0.0025
O	3.5763	9.4005	13.2069	-0.0006	-0.0003	-0.0007
O	10.8028	2.8775	10.8099	-0.0009	0.0001	0.003
O	9.6218	6.4356	20.5764	0.0001	0.0023	-0.007
O	6.9839	7.2087	15.6477	0.0002	-0.0002	-0.0017
O	1.108	10.2061	13.1833	0	-0.0013	-0.001
O	7.4291	0.2219	14.0354	0.0005	0.0006	0.0018
O	0.3899	5.7026	15.689	-0.0002	-0.0001	0.0007
O	9.1063	2.1718	18.0531	0.0002	0.0004	0.0014
O	2.4765	5.8448	13.8748	0.0001	-0.0013	0.0033
O	8.6769	6.2622	11.1639	-0.0001	0.0012	-0.0039
O	3.201	5.7334	18.374	0.0016	-0.0003	-0.0013

Results
free energy: -128337.286 eV
free energy less fixed offsets of H -15.97, O -568.88, Si -635.61 eV per atom: -0.246 eV

The program warned: the cutoff lies below the one the program advises for these potential files; the forces do not sum to zero within the program's tolerance; the exchange-correlation potential is rough where the density is thin.
